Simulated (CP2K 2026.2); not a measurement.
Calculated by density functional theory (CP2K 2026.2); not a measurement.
Periodic cell of 534 atoms, Si358O176, from a study of silicon, its oxide and their interface. The atomic structure is a simulated model.
Doubt: the forces sum to 2.43 eV/angstrom along one axis rather than to zero, so they err by at least 0.0045 eV/angstrom per atom on average; the grid cutoff is modest.

Settings: functional PBE; method Gaussian and plane waves; basis set DZVP-MOLOPT-SR-GTH; pseudopotentials GTH-PBE; grid cutoff 350 Ry, relative cutoff 50 Ry; k points Gamma only; occupations fixed; spin none; net charge 0.

Cell vectors (angstrom)
a 16.4025 0 0
b 0 16.4025 0
c 0 0 35.5757

Atoms and the computed forces on them: element, x, y, z (angstrom), force x, y, z (eV/angstrom)
Si 15.831 0.61 35.394 0.015 0.022 -0.433
Si 2.879 2.946 0.391 0.346 0.412 0.223
Si 0.588 4.962 0.08 0.237 0.234 0.002
Si 3.148 8.105 0.198 0.12 -0.186 -0.278
Si 16.072 11.332 35.499 0.214 0.121 0.106
Si 2.787 13.053 35.289 -0.48 0.239 0.346
Si 6.002 15.815 35.484 0.373 -0.151 -0.004
Si 8.743 2.225 0.256 -0.188 -0.038 -0.055
Si 5.325 5.963 0.256 0.127 0.04 0.217
Si 7.772 8.509 35.502 0.114 -0.192 0.245
Si 5.878 11.076 35.411 0.151 -0.138 0.376
Si 8.291 13.744 0.291 0.08 0.12 -0.162
Si 11.038 0.168 35.458 0.055 0.09 -0.02
Si 14.329 2.452 0.182 -0.036 0.285 0.162
Si 10.617 5.217 35.403 0.014 -0.206 -0.121
Si 13.443 7.642 34.782 -0.392 0.037 0.177
Si 10.362 11.438 0.056 -0.22 0.189 0.157
Si 13.575 13.334 35.072 0.013 -0.161 0.042
Si 1.592 1.436 1.55 0.522 0.278 0.171
Si 4.348 4.26 1.566 -0.074 -0.039 -0.523
Si 1.522 6.821 1.334 -0.087 -0.209 -0.239
Si 4.281 9.787 1.37 0.13 -0.012 -0.338
Si 1.265 12.393 1.344 0.056 -0.454 0.087
Si 4.257 14.683 1.128 -0.07 -0.041 -0.327
Si 6.957 1.138 1.331 0.061 -0.031 -0.115
Si 9.741 3.903 1.547 -0.138 -0.115 0.027
Si 6.862 7.059 1.604 -0.056 -0.021 -0.282
Si 9.473 9.599 1.259 -0.219 0.07 -0.307
Si 6.908 12.354 1.54 -0.004 -0.004 -0.258
Si 9.82 15.11 1.403 -0.111 0.087 -0.356
Si 12.47 1.448 1.315 0.089 -0.142 -0.238
Si 15.32 4.048 1.546 0.062 0.004 -0.006
Si 12.101 6.766 1.002 0.056 -0.022 -0.009
Si 15.121 9.577 1.125 0.011 0.077 0.161
Si 12.223 12.324 1.194 -0.044 0.054 -0.036
Si 15.102 15.355 1.314 -0.212 -0.058 0.273
Si 0.142 2.68 2.951 -0.089 -0.125 0.195
Si 2.912 16.223 2.613 -0.107 -0.177 -0.085
Si 0.05 8.231 2.589 0.125 -0.118 0.09
Si 2.835 5.527 2.841 -0.08 -0.016 0.224
Si 16.373 13.808 2.659 0.028 0.106 -0.017
Si 2.712 10.985 2.687 -0.13 0.065 -0.076
Si 5.651 2.667 2.706 0.063 -0.052 0.002
Si 8.348 16.351 2.798 -0.027 0.061 0.122
Si 5.507 8.403 2.912 0.058 0.175 0.078
Si 8.269 5.436 2.721 -0.001 0.093 -0.084
Si 5.469 13.617 2.822 0.017 0.045 0.107
Si 8.247 10.921 2.807 -0.039 -0.209 0.049
Si 11.155 2.68 2.867 -0.037 0.055 -0.014
Si 13.708 0.084 2.804 0.1 -0.009 0.083
Si 10.912 8.185 2.549 -0.002 -0.015 -0.112
Si 13.682 5.519 2.54 0.032 -0.028 -0.218
Si 11.093 13.709 2.74 0.149 -0.033 0.144
Si 13.621 10.87 2.509 -0.039 -0.028 0.036
Si 1.482 4.13 4.215 0.148 -0.056 -0.118
Si 4.199 1.298 4.021 0.068 0.045 -0.014
Si 1.393 9.554 4.037 -0.001 0.082 0.014
Si 4.155 6.93 4.195 -0.066 -0.045 -0.105
Si 1.43 15.041 4.074 0.014 -0.027 -0.122
Si 4.07 12.28 4.155 -0.036 0.073 -0.097
Si 6.925 4.086 4.113 0.033 -0.136 0.019
Si 9.677 1.359 4.172 -0.056 -0.088 -0.105
Si 6.913 9.656 4.278 -0.076 -0.021 -0.162
Si 9.62 6.849 4.05 -0.004 -0.063 -0.036
Si 6.903 14.999 4.133 0.076 0.047 -0.061
Si 9.664 12.331 4.084 0.052 -0.094 -0.079
Si 12.455 4.173 4.098 -0.028 -0.075 0.041
Si 15.07 1.371 4.23 0.095 0.124 -0.131
Si 12.297 9.539 3.967 0.023 0.006 -0.004
Si 15.057 6.858 3.958 -0.068 0.153 0.026
Si 12.397 15.062 4.159 -0.116 -0.005 -0.108
Si 15.008 12.29 3.943 0.062 -0.004 -0.147
Si 16.396 16.397 10.936 0.007 0.032 0.008
Si 2.739 2.735 10.948 0.008 0.04 0
Si 16.401 5.461 10.93 0.02 0.02 -0.004
Si 2.733 8.193 10.904 -0.011 -0.018 -0.007
Si 16.389 10.92 10.936 0.019 0.013 -0.015
Si 2.739 13.672 10.94 0.035 0.005 0.001
Si 5.494 0.022 10.951 -0.004 0.004 0.002
Si 8.229 2.732 10.942 -0.011 -0.002 0.004
Si 5.478 5.467 10.928 -0.02 0.012 0.001
Si 8.226 8.208 10.939 -0.036 0.012 0.008
Si 5.477 10.948 10.911 -0.015 -0.001 -0.008
Si 8.228 13.68 10.942 -0.006 -0.006 0.003
Si 10.95 16.397 10.924 -0.008 0.02 -0.008
Si 13.678 2.719 10.926 0.004 0.017 0.007
Si 10.954 5.454 10.946 0.027 0.007 0.006
Si 13.675 8.185 10.964 0.036 0.026 0.001
Si 10.956 10.934 10.962 -0.023 -0.002 -0.004
Si 13.662 13.66 10.942 -0.002 0.018 0.005
Si 1.345 1.37 12.306 -0.003 -0.037 -0.006
Si 4.108 4.107 12.306 -0.001 -0.028 0.017
Si 1.367 6.832 12.282 0.039 0.033 -0.001
Si 4.098 9.574 12.254 0.023 0.007 -0.005
Si 1.346 12.302 12.28 -0.026 -0.038 0.001
Si 4.105 15.057 12.288 0.008 0.008 -0.011
Si 6.859 1.388 12.322 0.015 0.014 0.02
Si 9.595 4.081 12.316 -0.044 0.006 0.007
Si 6.844 6.84 12.29 0.024 0.014 0.001
Si 9.581 9.569 12.326 0.014 0.013 -0.021
Si 6.834 12.32 12.287 -0.015 -0.036 -0.027
Si 9.583 15.055 12.317 0.011 -0.003 -0.004
Si 12.301 1.355 12.299 -0.011 -0.018 -0.006
Si 15.023 4.088 12.301 0.004 -0.028 -0.013
Si 12.308 6.804 12.328 -0.048 -0.02 -0.011
Si 15.039 9.555 12.32 -0.029 -0.023 0.005
Si 12.295 12.318 12.339 0.019 -0.002 0.002
Si 15.005 15.044 12.306 0.009 -0.048 0.009
Si 16.347 2.706 13.683 0.041 0.04 0.025
Si 2.719 16.402 13.651 0.026 0.019 0.022
Si 0.002 8.172 13.671 0.03 -0.014 0.022
Si 2.714 5.466 13.658 -0.019 0.025 -0.009
Si 16.374 13.663 13.643 0.013 0.025 -0.052
Si 2.714 10.922 13.616 0.024 -0.021 -0.003
Si 5.478 2.75 13.682 -0.024 0.019 0.011
Si 8.229 0.03 13.695 -0.055 -0.012 -0.017
Si 5.46 8.222 13.631 -0.052 0.003 0.01
Si 8.206 5.456 13.646 0.011 -0.008 -0.028
Si 5.481 13.708 13.648 -0.023 0.001 0.017
Si 8.192 10.958 13.659 -0.029 0.009 0.035
Si 10.946 2.7 13.697 0.04 -0.019 -0.008
Si 13.613 16.381 13.697 0.015 0.035 -0.009
Si 10.932 8.166 13.683 0.005 0.021 0.022
Si 13.645 5.408 13.702 0.013 0.046 0.046
Si 10.925 13.698 13.716 -0.043 0.007 0.023
Si 13.664 10.923 13.674 0.023 0.012 -0.002
Si 1.324 4.088 15.01 0.022 -0.022 -0.007
Si 4.088 1.367 15.013 -0.025 -0.016 -0.017
Si 1.371 9.56 15.021 -0.016 0.015 0.036
Si 4.082 6.864 14.993 0.026 0.029 -0.005
Si 1.328 15.032 14.992 -0.048 -0.051 0.037
Si 4.055 12.339 14.933 -0.002 -0.056 0.015
Si 6.843 4.135 15.044 0.042 0.016 0.026
Si 9.593 1.364 15.107 -0.035 0.019 0.084
Si 6.815 9.589 15.01 0.031 0.048 0.012
Si 9.554 6.788 15.041 -0.064 -0.056 0.006
Si 6.837 15.083 15.039 0.022 0.048 0.005
Si 9.506 12.356 15.052 0.025 -0.005 -0.01
Si 12.288 4.028 15.11 -0.04 0.029 0.051
Si 14.944 1.351 15.067 -0.045 -0.1 0.032
Si 12.306 9.536 15.027 0.026 -0.046 -0.001
Si 15.039 6.777 15.028 0.053 0.075 -0.005
Si 12.258 15.057 15.145 0.016 -0.011 0.068
Si 15.023 12.306 15.027 -0.041 -0.028 0.03
Si 16.32 16.346 16.356 0.106 0.066 0.046
Si 2.701 2.731 16.343 -0.194 -0.016 0.023
Si 16.332 5.366 16.432 -0.017 -0.022 0.096
Si 2.718 8.182 16.402 0.058 -0.028 0.179
Si 0.031 10.973 16.37 -0.008 -0.081 0.053
Si 2.678 13.648 16.335 0.074 0.133 0.054
Si 5.446 0.025 16.399 0.047 -0.011 0.145
Si 8.22 2.78 16.418 -0.05 -0.005 0.168
Si 5.458 5.538 16.364 -0.08 -0.06 0.01
Si 8.141 8.15 16.358 0.076 -0.002 -0.121
Si 5.424 11.027 16.293 -0.099 0.024 0.12
Si 8.184 13.774 16.47 -0.04 -0.083 0.085
Si 10.89 0.016 16.604 0.019 -0.043 0.019
Si 13.578 2.63 16.558 0.095 -0.014 0.018
Si 10.893 5.403 16.442 0.025 0.024 0.145
Si 13.721 8.18 16.378 -0.057 -0.055 0.144
Si 10.87 10.906 16.306 -0.073 0.118 0.005
Si 13.638 13.615 16.437 0.07 0.007 0.072
Si 1.257 1.369 17.659 -0.07 -0.005 -0.193
Si 4.071 4.142 17.647 -0.015 0.114 -0.196
Si 1.325 6.727 17.755 0.041 0.139 -0.152
Si 4.095 9.676 17.68 -0.046 0.003 0.012
Si 1.359 12.333 17.792 0.017 -0.081 0.015
Si 4.004 15.037 17.689 0.038 -0.124 -0.153
Si 6.816 1.443 17.758 0.07 0.013 -0.18
Si 9.502 4.11 17.938 -0.065 -0.008 0.103
Si 6.757 6.903 17.807 -0.108 0.095 0.074
Si 9.516 9.527 17.634 -0.025 -0.051 0.041
Si 6.683 12.45 17.714 -0.121 0.222 0.081
Si 9.517 15.06 18.014 -0.188 -0.048 0.164
Si 12.212 1.341 18.095 -0.018 0.049 0.149
Si 14.998 3.953 17.892 0.014 0.048 0.034
Si 12.37 6.741 17.71 0.106 0.121 -0.235
Si 15.112 9.583 17.726 0.072 -0.058 -0.153
Si 12.208 12.201 17.712 0.06 -0.024 -0.015
Si 15.034 14.974 17.818 0.023 -0.083 0.095
Si 16.366 2.525 19.25 0.004 0.013 0.081
Si 2.679 0.083 18.931 0.001 -0.079 0.235
Si 0.04 8.169 19.088 -0.158 -0.07 0.074
Si 2.625 5.26 19.093 0.187 -0.074 0.256
Si 0.174 13.766 19.251 -0.013 -0.076 0.164
Si 2.712 10.952 19.137 0.073 0.055 -0.034
Si 5.443 2.886 19.019 0.074 0.019 0.184
Si 8.021 0.162 19.331 0.004 0.048 0.154
Si 5.464 8.422 19.12 -0.208 0.154 0.364
Si 8.061 5.592 19.24 0.177 -0.164 0.205
Si 5.265 13.813 19.239 0.036 -0.103 0.177
Si 8.023 10.908 18.818 0.05 -0.091 0.308
Si 10.767 2.765 19.564 -0.078 0.158 0.08
Si 13.647 16.199 19.306 0.175 0.169 -0.04
Si 10.996 8.195 18.919 0.021 -0.078 0.184
Si 13.591 5.323 19.211 0.007 0.073 0.115
Si 10.954 13.506 19.25 -0.159 -0.059 0.156
Si 13.634 10.853 19.025 0.065 0.142 0.231
Si 1.719 3.544 20.471 0.075 -0.252 0.041
Si 4.02 1.492 20.185 -0.129 0.021 0.19
Si 1.751 9.178 20.343 -0.322 0.105 0.129
Si 3.647 7.75 20.458 0.63 0.142 0.078
Si 1.374 15.368 20.523 0.101 0.017 0.004
Si 4.131 12.161 20.612 0.044 -0.209 -0.03
Si 6.737 4.115 20.578 -0.228 0.261 0.056
Si 8.913 1.801 20.9 -0.042 -0.259 0.127
Si 6.533 10.067 20.493 0.101 -0.275 -0.39
Si 9.752 6.849 20.312 0.071 0.166 -0.074
Si 6.149 15.674 20.518 -0.345 0.287 -0.325
Si 9.37 12.027 20.271 -0.082 -0.122 -0.18
Si 11.857 4.555 20.77 -0.039 -0.011 0.156
Si 15.296 0.88 20.639 -0.04 0.046 0.234
Si 12.683 9.095 20.311 -0.23 0.149 0.197
Si 14.922 6.863 20.35 -0.045 0.027 0.208
Si 12.738 14.39 20.536 -0.372 0.321 -0.032
Si 14.217 12.562 20.601 0.385 -0.868 0.186
Si 12.008 13.083 27.835 0.055 -0.022 -0.216
Si 3.18 7.099 23.154 0.178 0.088 0.465
Si 0.518 5.607 22.506 -0.123 0.102 0.096
Si 0.179 9.741 23.061 0.04 -0.006 0.198
Si 13.161 9.31 25.302 -0.058 -0.286 0.203
Si 12.462 15.23 23.65 0.08 0.029 0.397
Si 7.331 12.723 24.704 0.053 -0.112 0.33
Si 7.796 16.33 28.142 -0.015 0.025 0.127
Si 5.391 4.96 23.437 0.061 0.054 0.243
Si 9.01 9.478 22.05 -0.142 -0.037 -0.043
Si 2.707 13.79 22.931 -0.115 -0.078 0.221
Si 0.456 12.416 24.626 0.026 0.008 0.22
Si 9.55 14.748 24.284 -0.117 -0.151 0.278
Si 14.024 1.39 23.582 0.011 -0.143 0.193
Si 10.217 3.067 25.779 -0.083 0.12 0.272
Si 10.965 6.653 30.941 -0.15 0.041 -0.365
Si 13.767 10.378 22.612 -0.121 0.06 0.276
Si 14.427 14.104 25.8 -0.038 0.009 0.172
Si 4.273 3.214 25.691 -0.044 0.079 0.234
Si 1.634 8.195 25.38 0.04 -0.026 0.257
Si 0.176 5.445 25.615 0.047 0.154 0.418
Si 13.065 10.171 28.137 0.047 -0.14 -0.104
Si 9.017 13.327 28.289 -0.03 -0.16 0.026
Si 12.598 3.98 23.905 -0.001 0.246 0.398
Si 9.589 6.187 26.316 0.009 -0.01 -0.065
Si 6.715 6.846 25.487 0.059 0.092 0.153
Si 4.669 14.323 25.415 0.049 -0.035 0.306
Si 7.828 13.89 22.103 0.08 -0.149 0.159
Si 10.489 1.402 28.527 -0.033 0.092 0.002
Si 0.143 1.972 30.756 0.001 0.038 -0.071
Si 13.659 6.395 25.711 0.076 0.089 0.226
Si 11.776 7.283 28.152 0.052 0.029 -0.203
Si 10.074 8.696 24.961 0.061 -0.198 0.408
Si 15.471 0.553 26.232 -0.034 0.097 0.231
Si 12.744 15.305 32.948 0.09 0.135 0.039
Si 4.613 5.836 27.522 0.111 0.025 0.051
Si 4.544 4.85 30.164 0.082 0.004 0.147
Si 1.448 2.625 26.501 -0.03 0.065 0.006
Si 4.109 14.073 30.883 0.096 0.046 -0.283
Si 1.594 10.79 27.024 0.073 -0.128 0.09
Si 2.779 2.272 29.379 0.025 -0.019 -0.145
Si 6.641 11.24 28.094 0.034 -0.104 -0.002
Si 5.673 2.637 31.705 0.159 0.157 -0.195
Si 14.48 0.773 29.044 0.077 0.193 -0.226
Si 6.056 9.508 30.627 -0.021 -0.169 -0.183
Si 7.51 9.706 25.78 -0.025 -0.098 0.257
Si 12.497 2.938 30.236 -0.011 0.124 -0.136
Si 8.475 1.2 24.042 -0.104 0.077 0.334
Si 3.682 7.555 29.714 -0.043 -0.073 0.041
Si 15.832 10.009 29.102 0.113 -0.059 -0.053
Si 9.039 11.829 31.012 -0.165 -0.083 -0.345
Si 12.951 8.36 32.552 -0.059 0.033 -0.319
Si 15.479 7.612 30.64 0.299 -0.175 -0.246
Si 4.072 0.984 33.707 -0.122 0.289 -0.128
Si 2.035 10.35 33.847 -0.049 -0.133 -0.013
Si 14.832 4.61 30.675 0.029 -0.064 -0.405
Si 15.751 0.121 33.11 -0.068 0.091 -0.177
Si 6.041 11.874 32.334 0.09 -0.222 -0.561
Si 5.169 0.394 29.789 -0.037 0.133 -0.076
Si 6.118 0.766 25.687 -0.13 0.045 0.127
Si 10.903 3.962 32.447 -0.071 -0.094 -0.143
Si 8.199 3.47 33.1 -0.029 -0.281 -0.422
Si 3.849 12.76 27.951 -0.042 -0.057 -0.046
Si 8.946 8.956 31.16 -0.147 -0.002 -0.325
Si 7.795 6.024 34.139 -0.024 0.007 -0.217
Si 2.027 15.05 32.968 0.123 0.149 -0.575
Si 10.848 10.469 32.775 -0.152 -0.028 -0.475
Si 14.695 4.834 33.825 0.107 -0.309 -0.187
Si 12.34 15.39 29.78 0.02 0.144 -0.137
Si 1.378 9.241 31.083 -0.079 -0.208 -0.197
O 0.471 15.412 32.605 0.089 -0.229 -0.023
O 1.046 0.941 0.036 -0.576 -0.122 0.136
O 1.848 3.977 35.168 -0.2 -0.007 0.248
O 3.697 1.93 34.969 -0.076 0.001 -0.107
O 13.445 4.236 29.859 -0.087 0.151 0.136
O 16.262 5.157 34.182 -0.388 -0.092 -0.129
O 0.394 8.004 31.561 0.057 0.118 -0.006
O 2.439 8.919 34.524 -0.033 0.07 -0.082
O 0.48 10.73 34.183 -0.042 0.105 -0.156
O 2.168 10.048 32.246 0.026 0.33 0.217
O 2.974 11.602 34.401 0.426 0.489 0.319
O 2.016 14.131 34.306 0.183 -0.234 0.232
O 7.256 14.77 34.972 -0.13 0.196 0.291
O 5.383 0.083 34.095 0.115 -0.124 -0.169
O 8.131 3.238 34.698 -0.284 0.294 -0.069
O 5.915 1.694 30.413 -0.172 0.196 -0.178
O 4.206 6.973 35.099 -0.144 0.158 0.588
O 6.351 5.423 34.653 0.046 -0.17 -0.118
O 8.058 5.087 32.818 -0.107 0.303 0.189
O 9.629 9.356 32.606 0.233 0 0.227
O 6.893 9.827 35.075 0.067 -0.009 -0.324
O 5.828 11.931 33.96 -0.246 0.176 0.655
O 7.634 12.006 31.873 -0.125 0.105 0.332
O 7.345 8.639 31.146 0.068 -0.139 0.334
O 9.798 1.199 35.016 -0.036 0.242 0.604
O 11.742 16.079 34.019 -0.159 -0.068 0.053
O 13.974 14.76 0.209 0.246 -0.039 -0.045
O 14.117 3.412 34.395 -0.33 -0.075 -0.027
O 11.183 4.518 33.97 0.168 0.43 0.749
O 9.144 5.927 35.086 0.209 0.019 -0.08
O 14.481 4.757 32.237 -0.191 0.306 0.268
O 14.619 8.542 35.487 -0.162 0.081 0.081
O 9.25 12.594 35.046 0.028 -0.28 0.421
O 11.114 10.758 34.338 -0.048 0.103 0.156
O 14.926 12.386 34.883 0.173 -0.019 -0.068
O 12.965 13.785 33.588 0.085 -0.32 -0.038
O 1.029 4.238 21.799 0.054 -0.006 -0.171
O 1.71 6.723 22.541 -0.173 0.253 0.076
O 5.031 0.443 21.046 0.316 -0.451 -0.292
O 2.924 2.478 21.041 -0.309 0.117 -0.399
O 1.315 9.585 21.914 0.108 -0.158 -0.236
O 15.108 9.44 22.402 0.114 -0.06 -0.171
O 4.038 7.958 22.072 -0.22 -0.035 -0.447
O 3.488 6.115 20.258 -0.109 -0.093 -0.166
O 0.154 16.316 21.148 0.063 0.015 0.03
O 15.037 0.805 24.697 0.044 -0.145 -0.304
O 3.352 12.557 22.041 -0.182 -0.049 -0.168
O 2.304 14.929 21.827 0.004 0.372 -0.286
O 8.941 2.495 24.937 -0.014 -0.188 -0.015
O 7.845 3.044 21.142 0.42 -0.117 0.087
O 9.136 16.256 24.699 0.088 -0.155 -0.231
O 8.999 1.259 22.491 0.008 0.207 -0.56
O 5.339 11.08 21.031 -0.051 0.301 -0.236
O 7.381 9.665 21.863 -0.073 -0.194 0.211
O 10.751 5.771 21.087 0.224 -0.132 -0.397
O 9.301 8.018 21.381 0.064 0.106 -0.02
O 6.002 13.372 25.379 -0.045 0.007 0.047
O 6.732 15.079 21.937 0.226 -0.122 0.362
O 8.192 13.14 20.718 0.159 0.402 0.296
O 9.713 10.845 21.426 0.489 0.28 -0.072
O 12.32 4.193 22.319 -0.239 -0.179 -0.538
O 13.839 2.942 24.015 0.164 0.002 -0.296
O 14.619 1.384 22.067 -0.108 -0.179 -0.487
O 12.657 0.467 23.666 -0.219 0.041 -0.273
O 12.464 9.753 21.836 -0.013 -0.169 -0.023
O 10.273 6.968 27.582 -0.225 0.18 0.045
O 15.64 6.258 21.727 -0.042 -0.228 -0.351
O 13.62 7.803 20.776 0.087 0.051 -0.409
O 15.839 12.901 20.512 -0.161 0.239 -0.399
O 12.339 14.779 22.102 -0.114 -0.13 -0.205
O 13.469 10.445 24.202 0.254 0.093 -0.155
O 13.991 11.912 22.113 0.12 0.202 -0.006
O 15.326 15.327 26.458 -0.055 -0.092 -0.14
O 11.359 0.054 28.95 0.048 -0.065 0.126
O 6.522 5.891 24.18 -0.085 -0.009 -0.419
O 3.962 5.722 23.458 -0.403 0.006 -0.126
O 0.078 5.22 24.014 0.039 -0.202 -0.569
O 13.49 1.692 29.951 0.106 0.148 0.209
O 1.142 6.736 25.965 -0.067 0.054 0.066
O 0.488 8.797 24.371 -0.122 0.112 -0.321
O 13.808 7.846 24.959 0.241 0.205 -0.333
O 11.549 9.167 25.419 -0.146 -0.114 -0.18
O 13.206 13.581 26.799 0.122 0.061 -0.114
O 13.745 14.573 24.398 0.103 0.103 -0.095
O 1.932 2.558 28.041 0.146 0.066 -0.017
O 15.53 12.97 25.393 0.21 0.1 -0.124
O 9.224 14.485 22.703 -0.017 0.105 -0.331
O 5.918 4.644 21.932 -0.019 -0.223 -0.322
O 5.04 3.623 24.309 0.127 -0.22 -0.05
O 3.011 7.961 24.529 -0.066 -0.258 -0.397
O 9.579 9.339 23.563 -0.241 0.008 -0.503
O 7.971 6.329 26.391 -0.168 -0.091 -0.072
O 1.337 13.503 23.788 0.173 0.036 0.082
O 0.065 11.278 23.551 0.143 -0.021 -0.327
O 7.187 12.781 23.092 -0.194 0.161 -0.203
O 3.829 14.253 24.023 0.09 0.156 -0.31
O 8.675 13.612 25.118 0.084 -0.027 -0.053
O 11.162 14.676 24.485 0.172 0.138 0.163
O 8.91 0.974 28.777 -0.04 -0.045 0.121
O 11.098 2.662 29.415 0.102 -0.17 0.286
O 12.93 5.375 24.677 -0.362 -0.036 -0.165
O 11.393 3.226 24.68 -0.079 0.087 -0.178
O 11.876 6.555 29.596 0.095 0.204 0.328
O 12.817 6.618 27.09 -0.001 -0.113 -0.072
O 12.124 8.863 28.45 0.036 0.284 0.353
O 13.774 9.862 26.7 -0.029 -0.073 -0.093
O 2.75 2.62 25.496 -0.034 0.165 -0.312
O 0.54 1.275 26.297 -0.13 -0.058 -0.218
O 4.088 4.512 26.701 0.14 0.125 -0.078
O 3.507 3.674 29.752 -0.149 -0.043 0.334
O 5.448 6.748 26.489 0.058 0.106 0.042
O 2.005 9.267 26.558 -0.006 -0.045 -0.091
O 5.434 5.253 28.833 0.065 -0.039 -0.074
O 5.018 8.479 29.923 0.21 -0.064 0.236
O 2.734 11.548 27.922 0 -0.246 0.322
O 0.166 10.625 27.793 -0.133 -0.121 -0.165
O 7.937 12.195 27.775 0.066 0.231 -0.273
O 5.224 2.012 26.278 -0.047 0.079 -0.136
O 6.835 1.096 24.239 0.071 0.248 -0.132
O 7.378 0.499 26.685 -0.014 0.215 -0.055
O 5.474 4.216 31.335 -0.039 -0.151 0.31
O 9.938 4.591 26.342 -0.202 0.042 0.144
O 6.867 8.411 25.001 -0.099 -0.098 -0.09
O 3.534 6.91 28.191 -0.202 0.082 0.007
O 1.426 11.754 25.743 0.284 0.201 -0.265
O 6.691 9.907 27.163 -0.21 0.006 -0.199
O 3.745 13.813 26.688 0.063 0.302 0.058
O 7.451 11.133 25.009 -0.126 0.057 -0.033
O 8.433 14.832 28.105 0.29 0.155 -0.03
O 12.108 13.871 29.255 0.192 -0.114 0.225
O 10.555 5.151 31.377 0.029 -0.112 -0.061
O 12.124 3.068 31.828 0.133 0.086 -0.043
O 11.803 7.244 32.194 0.039 0.136 0.379
O 10.047 7.04 24.966 0.139 -0.023 -0.231
O 10.344 11.84 32.018 0.156 0.092 0.169
O 15.092 5.794 26.175 0.114 0.12 0.084
O 14.287 10.544 29.17 -0.184 -0.032 0.037
O 9.678 7.613 30.597 -0.098 -0.092 -0.164
O 12.13 11.482 28.067 -0.172 -0.088 0.133
O 14.525 1.18 27.446 -0.056 0.16 -0.079
O 1.765 1.937 30.616 0.034 -0.009 0.245
O 14.223 16.007 32.824 -0.143 -0.093 0.025
O 2.844 0.027 33.256 -0.084 -0.014 0.179
O 5.309 12.091 27.819 0.027 0.113 0.155
O 2.431 8.54 30.035 -0.174 0.154 0.076
O 0.418 10.375 30.361 0.1 0.016 0.254
O 0.656 4.051 26.309 0.044 -0.055 0.012
O 15.665 8.371 29.183 -0.289 -0.062 -0.158
O 15.415 6.048 30.199 -0.1 0.181 0.165
O 2.73 14.204 31.752 -0.173 -0.202 0.127
O 6.544 10.668 29.594 0.255 0.248 0.251
O 5.454 10.397 31.865 0.059 0.216 0.422
O 3.805 1.015 29.103 -0.015 -0.02 -0.206
O 4.402 2.023 32.495 -0.217 0.049 0.181
O 5.128 15.873 25.619 -0.093 0.132 0.197
O 4.746 15.583 30.796 0.042 -0.002 0.258
O 6.341 16.165 28.865 -0.111 -0.318 0.122
O 3.796 6.222 30.694 -0.05 0.024 -0.081
O 10.603 1.998 26.981 -0.077 -0.178 -0.292
O 13.89 15.685 29.311 0.107 -0.071 0.209
O 5.182 13.074 31.613 0.252 -0.053 0.356
O 3.728 13.538 29.383 -0.026 0.022 0.08
O 9.154 10.338 30.273 -0.153 0.02 0.204
O 7.699 7.66 34.039 0.044 0.171 0.147
O 15.99 0.924 29.624 -0.117 0.025 -0.189
O 10.417 13.27 27.421 0.028 -0.2 -0.277
O 16.051 1.504 32.242 0.093 0.061 0.168
O 12.121 15.379 31.417 0.059 -0.079 0.376
O 7.037 2.524 32.535 0.009 -0.058 -0.007
O 9.604 2.971 32.453 -0.048 0.105 0.056
O 14.19 8.146 31.483 -0.299 -0.085 0.137
O 15.986 3.479 30.447 -0.051 0.107 0.198
O 9.205 13.005 29.894 0.236 -0.093 0.051
O 9.064 9.312 26.098 -0.049 -0.011 -0.211
O 12.269 9.84 32.24 0.256 -0.074 -0.038
O 13.86 6.098 34.398 -0.013 -0.17 0.193
Si 0.076 16.383 5.488 -0.02 0.026 0.077
Si 2.847 2.683 5.463 -0.022 0.044 0.019
Si 0.01 5.519 5.437 -0.016 -0.09 -0.081
Si 2.735 8.252 5.505 -0.009 -0.03 0.007
Si 16.396 10.947 5.37 0.061 0.008 -0.051
Si 2.726 13.668 5.499 0.01 -0.03 -0.019
Si 5.532 16.389 5.474 0.04 0.05 -0.036
Si 8.281 2.738 5.499 0.075 0.101 0.009
Si 5.534 5.473 5.467 -0.02 0.021 0.004
Si 8.282 8.192 5.498 -0.032 0.003 0.01
Si 5.473 10.985 5.552 0.019 -0.023 0.046
Si 8.271 13.645 5.489 -0.091 -0.003 -0.04
Si 10.999 16.385 5.528 0.009 -0.026 0.032
Si 13.729 2.789 5.529 0.088 0.028 0.02
Si 11 5.494 5.438 0.021 0.05 -0.044
Si 13.693 8.208 5.374 0.027 -0.004 -0.057
Si 10.995 10.911 5.425 -0.034 0 -0.072
Si 13.74 13.63 5.447 -0.043 0.051 0.009
Si 1.433 1.364 6.84 -0.012 0.015 0.006
Si 4.166 4.095 6.832 0.041 -0.056 -0.011
Si 1.367 6.861 6.833 0.008 0.038 0.017
Si 4.11 9.593 6.877 -0.007 0.009 0.013
Si 1.342 12.287 6.821 0.016 0.003 -0.058
Si 4.13 15.039 6.839 -0.03 0.017 -0.027
Si 6.887 1.37 6.846 -0.045 -0.017 -0.031
Si 9.64 4.128 6.839 -0.042 -0.055 -0.051
Si 6.89 6.835 6.85 0.041 -0.049 -0.037
Si 9.636 9.576 6.843 -0.001 -0.016 -0.009
Si 6.876 12.329 6.877 -0.009 0.017 0.032
Si 9.613 15.021 6.864 0.014 0.017 0.013
Si 12.35 1.389 6.856 -0.05 0.022 0.013
Si 15.098 4.15 6.86 -0.023 -0.046 0.004
Si 12.351 6.864 6.808 -0.003 -0.035 -0.027
Si 15.045 9.577 6.77 -0.038 0.011 -0.044
Si 12.347 12.28 6.81 0 -0.02 0.01
Si 15.088 15.009 6.829 0.103 -0.074 -0.008
Si 0.048 2.741 8.195 0.036 0.039 0.003
Si 2.768 16.398 8.221 0.013 0.012 0.013
Si 16.392 8.221 8.184 0.04 -0.02 -0.011
Si 2.752 5.465 8.173 -0.038 -0.043 -0.021
Si 0.011 13.648 8.22 -0.021 0.014 0.023
Si 2.72 10.949 8.21 0.018 -0.011 0.002
Si 5.514 2.734 8.215 0.017 0.062 0.018
Si 8.238 16.398 8.213 -0.008 -0.002 -0.015
Si 5.498 8.203 8.202 -0.034 -0.022 0.006
Si 8.252 5.47 8.213 -0.015 0.039 0.022
Si 5.494 13.691 8.223 0.04 0.018 0.006
Si 8.246 10.934 8.208 -0.05 -0.024 -0.005
Si 10.973 2.743 8.212 0.008 0.01 0.021
Si 13.711 16.39 8.189 0.005 0.046 -0.013
Si 10.987 8.205 8.209 0.002 0.029 0.027
Si 13.693 5.491 8.201 0.019 0.005 0.007
Si 10.981 13.642 8.201 -0.045 -0.001 -0.018
Si 13.691 10.915 8.189 0.019 0.032 -0.004
Si 1.393 4.109 9.568 0.007 -0.029 0.022
Si 4.127 1.379 9.582 -0.005 -0.009 -0.006
Si 1.357 9.571 9.561 0.008 0.01 0.001
Si 4.115 6.829 9.548 0.032 0.012 -0.01
Si 1.376 15.033 9.575 0.014 -0.027 -0.011
Si 4.102 12.319 9.561 -0.012 -0.004 -0.011
Si 6.874 4.107 9.578 0.015 -0.032 0.005
Si 9.594 1.374 9.567 -0.022 0.003 0.002
Si 6.863 9.574 9.567 0.026 0 -0.005
Si 9.608 6.842 9.58 -0.017 -0.015 -0.016
Si 6.861 15.055 9.587 -0.039 0.013 0.018
Si 9.602 12.301 9.584 0.005 -0.006 0.006
Si 12.331 4.112 9.569 -0.019 -0.021 0.004
Si 15.063 1.37 9.552 0.018 -0.023 -0.007
Si 12.333 9.568 9.591 -0.01 -0.02 -0.005
Si 15.044 6.851 9.573 -0.031 -0.002 0.007
Si 12.327 15.032 9.558 0 -0.021 -0.001
Si 15.03 12.289 9.575 0.012 -0.018 -0.014

Results
total energy: -115455.903 eV
total energy less fixed offsets of O -438.35, Si -107.03 eV per atom: 10.437 eV
